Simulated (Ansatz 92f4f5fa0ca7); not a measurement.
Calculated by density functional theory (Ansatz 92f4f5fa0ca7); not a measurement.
Periodic cell of 288 atoms, Si196O92, from a study of silicon, its oxide and their interface. The atomic structure is a simulated model.
Doubt: the cutoff is far below the 930 eV that the study's wrapper takes by default for these files, so forces and energies are approximate.
This geometry differs little from another in the collection (a relaxation step or a small displacement).

Settings
functional: PBE
potential files: Ansatz PAW
basis: plane waves
wave-function cutoff: 580 eV
density cutoff ratio: 5
exchange-correlation grid ratio: 1
k mesh: 1 x 1 x 1, Gamma-centred
self-consistency stop: 5e-08 eV per atom in the density residual
occupations: fixed
spin: none
net charge: 0

Cell vectors (angstrom)
a 11.6015 0 0
b 0 10.938 0
c 0 0 40.3317

Atoms and the computed forces on them: element, x, y, z (angstrom), force x, y, z (eV/angstrom)
Si 0 0 0.9665 -0.0116 0.0888 -0.0213
Si 3.8672 0 0.9665 0.0031 -0.0011 -0.0058
Si 7.7343 0 0.9665 0.0033 0.0608 -0.0379
Si 1.9336 1.3673 0.9665 0.001 -0.0555 0.0062
Si 5.8008 1.3673 0.9665 -0.0082 -0.0449 0.0132
Si 9.6679 1.3673 0.9665 0.0019 -0.0069 0.0141
Si 0 5.469 0.9665 0.007 0.0878 -0.009
Si 3.8672 5.469 0.9665 -0.0045 0.0041 0.0085
Si 7.7343 5.469 0.9665 0.0085 0.0514 -0.0242
Si 1.9336 6.8362 0.9665 0.0021 -0.0158 0.0193
Si 5.8008 6.8362 0.9665 0.0008 -0.0062 0.0112
Si 9.6679 6.8362 0.9665 0.0009 -0.0351 0.0042
Si 1.9336 2.7345 39.3646 0.021 0.1011 -0.0861
Si 5.8008 2.7345 39.3646 0.0119 0.0689 -0.0654
Si 9.6679 2.7345 39.3646 0.0401 0.005 -0.0192
Si 0 4.1018 39.3646 -0.0329 -0.1049 -0.0024
Si 3.8672 4.1018 39.3646 0.034 0.0517 0.0951
Si 7.7343 4.1018 39.3646 -0.0046 -0.078 -0.0128
Si 1.9336 8.2035 39.3646 0.0119 0.0143 0.0242
Si 5.8008 8.2035 39.3646 -0.0108 -0.0348 0.0465
Si 9.6679 8.2035 39.3646 -0.0191 0.0094 0.0423
Si 0 9.5708 39.3646 0.0015 -0.1423 -0.0583
Si 3.8672 9.5708 39.3646 0.0014 0.024 0.034
Si 7.7343 9.5708 39.3646 0.0269 -0.1397 -0.085
Si 0 0 4.8337 -0.0617 -0.0182 0.0959
Si 3.8672 0 4.8337 -0.0285 0.0283 -0.0401
Si 7.7343 0 4.8337 -0.0509 0.021 -0.0599
Si 1.9336 1.3673 4.8337 0.004 -0.1403 0.0437
Si 5.8008 1.3673 4.8337 -0.0363 -0.1667 0.0175
Si 9.6679 1.3673 4.8337 0.081 -0.133 -0.1281
Si 0 5.469 4.8337 0.0761 -0.0736 0.0457
Si 3.8672 5.469 4.8337 -0.0508 -0.0185 -0.003
Si 7.7343 5.469 4.8337 0.0216 -0.0069 -0.1884
Si 1.9336 6.8362 4.8337 -0.0532 -0.0641 -0.0783
Si 5.8008 6.8362 4.8337 -0.0171 -0.1391 -0.0945
Si 9.6679 6.8362 4.8337 -0.0694 -0.0642 -0.023
Si 1.9336 2.7345 2.9001 -0.0147 0.0709 0.0202
Si 5.8008 2.7345 2.9001 -0.0042 0.0686 0.0137
Si 9.6679 2.7345 2.9001 -0.011 0.0156 -0.0081
Si 0 4.1018 2.9001 -0.0149 -0.0532 -0.0202
Si 3.8672 4.1018 2.9001 -0.0129 -0.0137 0.0052
Si 7.7343 4.1018 2.9001 0.0022 -0.004 -0.0353
Si 1.9336 8.2035 2.9001 -0.008 0.0141 -0.0257
Si 5.8008 8.2035 2.9001 -0.0068 0.0013 -0.0242
Si 9.6679 8.2035 2.9001 0.0163 0.0164 -0.0335
Si 0 9.5708 2.9001 0.0056 -0.0927 0.0272
Si 3.8672 9.5708 2.9001 -0.0117 -0.0314 0.0242
Si 7.7343 9.5708 2.9001 0.0039 -0.0418 0.0031
Si 3.9358 0.9899 29.157 -0.1823 0.1598 0.1097
Si 6.5084 -0.608 29.4123 0.0888 -0.0707 0.2762
Si 3.8104 2.3124 21.7851 0.2199 -0.0168 0.0796
Si 1.7326 -2.7007 30.9893 -0.1231 -0.1511 -0.0376
Si 10.1507 6.4942 20.7254 0.0124 -0.0417 0.2556
Si 11.536 -1.0445 31.2402 0.0572 0.2719 -0.1716
Si 1.4679 6.0484 32.1161 0.0072 -0.1125 -0.0286
Si 5.7144 8.1724 31.7819 -0.0993 -0.178 -0.0113
Si 3.0214 7.1455 22.9419 0.0581 0.0887 -0.0314
Si -0.5004 11.3235 22.5499 0.2893 -0.0473 0.1073
Si 3.0734 4.4079 31.1117 -0.1855 0.3092 0.0053
Si 5.2429 3.725 32.0845 0.0813 -0.0614 0.0486
Si 5.4406 1.0127 24.0872 -0.1768 -0.0473 0.1442
Si 0.6666 -0.3072 25.2993 -0.1192 -0.0208 0.2037
Si 13.5534 2.3794 31.3018 0.1728 -0.1265 -0.1353
Si -0.26 2.8738 30.5126 0.1173 -0.0474 -0.0603
Si 2.8692 7.4625 29.0295 -0.3271 0.0531 -0.1016
Si 3.5769 8.9543 32.3549 -0.0398 -0.0571 -0.0472
Si 7.5657 9.6603 31.4711 0.0008 -0.056 -0.0678
Si 3.0796 9.6615 26.9878 -0.0612 -0.0619 -0.0788
Si 7.5706 4.4586 31.4877 0.0257 0.1553 -0.042
Si -1.8403 14.3955 32.1123 -0.1977 0.0822 0.1297
Si 8.6469 11.5383 27.518 0.076 -0.1873 0.0851
Si 9.9052 6.993 28.9351 0.1126 -0.0502 -0.0378
Si -0.0404 0.066 33.3997 -0.008 0.0338 0.0399
Si 3.7818 0.0282 33.6023 -0.0317 -0.0281 -0.0296
Si 7.6242 0.2113 33.3611 0.0976 0.0189 0.0077
Si 1.8887 1.4042 33.487 -0.0551 -0.0101 0.0603
Si 5.617 1.5842 33.4245 -0.0646 0.0062 -0.0416
Si 9.6283 1.5151 33.5153 -0.0138 -0.1001 -0.0101
Si -0.4551 5.1676 33.2725 0.1236 0.1617 -0.0688
Si 4.3897 5.277 33.7385 0.0754 0.1863 0.2339
Si 7.8716 5.6578 33.5195 -0.0289 0.0049 0.1254
Si 2.8259 7.0915 33.6677 0.0436 -0.2074 -0.0113
Si 5.9914 6.9355 33.7343 0.1441 -0.1638 0.0926
Si 9.7394 7.0532 33.5468 0.0865 -0.0849 -0.0132
Si 1.9043 2.7513 35.4541 0.0213 0.0586 -0.0264
Si 5.8279 2.7148 35.5015 -0.0105 0.0526 0.0205
Si 9.6641 2.7411 35.5295 -0.0135 0.0264 -0.0055
Si -0.0246 4.1422 35.4327 0.0571 -0.0333 -0.0397
Si 3.8981 4.0264 35.6144 -0.0001 -0.1391 -0.0285
Si 7.7582 4.1491 35.4302 0.0408 -0.048 -0.0685
Si 1.9859 8.2398 35.5456 -0.0131 -0.0145 -0.0361
Si 5.8425 8.3257 35.5802 -0.0456 0.117 -0.025
Si 9.6817 8.2862 35.5238 -0.0038 0.0867 -0.0591
Si 0.018 9.6239 35.4001 -0.009 0.0071 -0.0022
Si 3.8811 9.6369 35.5442 0.0053 -0.0128 0.0253
Si 7.7468 9.7171 35.3994 -0.0847 0.0473 -0.0276
Si 0 0 37.431 0.1413 0.0684 -0.3521
Si 3.8672 0 37.431 0.055 0.4367 0.4868
Si 7.7343 0 37.431 0.0619 0.2295 -0.1008
Si 1.9336 1.3673 37.431 -0.1001 0.0723 -0.2158
Si 5.8008 1.3673 37.431 0.205 -0.1272 0.1244
Si 9.6679 1.3673 37.431 -0.0362 -0.0662 0.1946
Si 0 5.469 37.431 -0.0007 0.138 -0.3949
Si 3.8672 5.469 37.431 -0.0441 0.1707 0.2695
Si 7.7343 5.469 37.431 -0.0153 0.0444 -0.2928
Si 1.9336 6.8362 37.431 -0.0492 -0.0118 0.1489
Si 5.8008 6.8362 37.431 0.1072 0.1624 0.0722
Si 9.6679 6.8362 37.431 -0.0707 0.1905 -0.0297
Si 1.9348 2.6722 6.8038 0.0576 0.0005 -0.0432
Si 5.7877 2.7173 6.7698 -0.0102 0.0468 0.0537
Si 9.6863 2.7035 6.7608 0.0043 0.0147 0.0224
Si 0.0189 4.0741 6.7681 0.0308 -0.0294 0.031
Si 3.8471 4.0671 6.7476 0.0037 -0.081 0.02
Si 7.7436 4.0382 6.703 -0.0037 0.0079 0.0194
Si 1.9047 8.1971 6.7565 -0.0292 -0.0158 0.0455
Si 5.7704 8.189 6.7493 -0.0032 0.055 -0.0023
Si 9.6317 8.1856 6.7686 -0.0324 0.0176 0.0248
Si -0.0356 9.5567 6.7861 -0.0108 -0.0709 0.0422
Si 3.8418 9.547 6.7501 0.0001 -0.0378 0.0302
Si 7.697 9.5588 6.753 -0.0492 -0.0137 0.016
Si -0.0396 -0.0734 8.7737 0.0868 0.0459 0.0378
Si 3.9126 -0.1201 8.7336 0.0328 0.0165 0.0457
Si 7.6652 -0.0152 8.6837 -0.0031 0.0712 0.022
Si 1.9181 1.2353 8.7296 -0.0133 -0.0513 -0.0041
Si 5.7234 1.3826 8.7364 -0.043 -0.1071 -0.0685
Si 9.6141 1.3235 8.6837 -0.0744 0.0075 0.0889
Si -0.0228 5.4501 8.6953 -0.0438 0.0706 0.041
Si 3.8246 5.4067 8.6804 -0.014 0.094 -0.0252
Si 7.6636 5.3479 8.6282 0.0359 0.0831 -0.0733
Si 1.9381 6.8595 8.7061 0.0456 -0.0116 0.0913
Si 5.7737 6.7421 8.6118 -0.0016 -0.118 0.0173
Si 9.6271 6.7625 8.6671 0.0153 -0.0558 0.049
Si 0.6229 -1.6637 18.7508 0.0546 -0.0896 0.0789
Si 7.4224 4.012 10.5878 -0.0593 -0.0858 0.0652
Si 7.2487 4.5348 14.4688 0.0471 0.0776 -0.0561
Si -2.2547 1.1513 12.4016 -0.0074 0.0485 -0.0012
Si -0.2149 0.0402 12.6853 -0.1182 -0.1917 -0.2566
Si 2.0549 6.3728 12.2064 -0.0848 0.047 -0.067
Si 0.6528 3.6102 14.11 0.1428 -0.0259 0.0343
Si 2.1413 8.2264 10.6864 -0.0116 -0.0839 -0.0296
Si 14.6769 11.1989 13.7261 -0.0366 -0.0029 0.0116
Si 0.1089 9.5098 10.7576 0.0133 0.095 0.1573
Si -0.2077 14.9924 10.6078 -0.1048 -0.0468 -0.0072
Si 8.3553 14.8817 20.8446 0.0252 0.1409 -0.1643
Si -5.2117 4.5705 18.7199 -0.1339 0.1282 0.0321
Si 6.0569 -3.0972 10.6461 0.0122 0.1177 -0.0072
Si 13.335 2.6602 10.5963 -0.0762 0.0096 0.0643
Si -1.6714 2.8452 18.3807 0.1116 0.1037 -0.0303
Si 9.3589 6.8096 12.4839 -0.045 0.1951 -0.0268
Si 5.1776 0.38 12.2712 0.1785 -0.0875 0.076
Si 4.3477 6.5291 17.7334 -0.0358 -0.1039 0.0953
Si 5.5728 2.6381 16.2912 -0.0291 0.063 0.0327
Si 9.4927 6.1278 25.0007 0.059 0.1204 0.0976
Si -1.8317 8.1412 10.5843 0.1275 0.038 0.0786
Si 7.553 10.4882 12.5767 -0.0469 -0.1 -0.0498
Si 5.4764 2.5431 10.8277 0.1631 -0.0329 0.0371
O 11.5281 -40.3646 27.4021 0.0759 0.1569 0.1312
O 11.3528 16.7031 21.5537 -0.0296 -0.0165 -0.0596
O 2.5365 11.2021 15.3487 0.0345 -0.073 -0.0715
O -8.2486 -3.4582 21.3699 -0.0203 0.0207 -0.026
O 32.3769 -6.1064 25.9847 -0.0976 -0.106 0.0142
O 14.3791 -20.592 30.2866 -0.0228 0.0207 0.1397
O 4.191 12.4588 20.3723 -0.0085 -0.0058 -0.0296
O 2.4597 28.7995 13.7076 0.0896 0.0556 0.121
O 39.1666 -20.6375 22.8935 -0.0548 0.0285 -0.0219
O 5.0545 27.3685 18.7957 0.0761 -0.0361 -0.0295
O -4.0082 -5.3694 18.2582 0.0041 0.0301 -0.0026
O 3.7173 16.6921 23.4022 0.0093 -0.0666 0.0494
O 40.8892 18.7355 24.5989 0.0232 0.014 -0.0537
O 19.4848 -5.4987 15.6682 -0.0756 0.0593 -0.0863
O 29.3917 16.895 22.663 0.032 0.0104 -0.0513
O -0.5978 20.9939 19.4839 -0.0656 0.0173 -0.0331
O 1.4433 17.7875 23.239 0.0133 -0.0458 -0.0231
O 15.5922 2.9978 16.0671 0.0904 -0.0568 -0.0153
O 26.3967 5.1858 11.8809 -0.0351 -0.0866 -0.2693
O 13.1748 19.7545 19.9919 0.0053 0.049 -0.0058
O 19.9529 28.4008 23.8987 -0.0835 -0.0075 -0.0717
O 37.5573 -12.3104 13.3635 0.0786 0.1741 0.0081
O 18.9063 -13.5867 15.1394 0.068 -0.0591 -0.0379
O 29.1914 8.8583 28.8294 -0.1261 0.0157 -0.1017
Si 1.5973 9.9678 15.998 -0.0228 0.1091 0.0077
Si 9.4013 13.4988 14.2426 0.2538 -0.178 -0.157
Si 4.2327 9.5085 10.7478 0.0718 -0.0994 -0.0022
Si 14.4724 15.0535 16.4569 -0.1471 0.0678 -0.0235
Si -4.409 5.9618 11.9401 -0.0461 -0.0249 -0.0337
Si 12.615 3.8363 18.8103 -0.0504 -0.0408 -0.1296
Si 9.6967 8.4629 31.6099 -0.1509 -0.1476 -0.0913
Si -18.3354 19.8179 24.7442 -0.1021 -0.1249 0.0502
Si 28.5496 3.6493 25.2322 -0.1366 0.0645 0.2242
Si -4.6021 -3.6886 23.3378 -0.0831 -0.1327 0.2265
Si 10.2529 9.7111 20.9073 0.2287 -0.3821 -0.1841
Si 14.7357 8.368 20.0215 -0.026 -0.1589 0.0299
Si 4.9268 21.9871 19.9297 -0.1901 -0.0411 -0.0026
Si 5.2422 7.5177 29.533 0.3553 0.109 0.0804
Si 31.367 14.634 26.6694 0.0787 0.0693 0.0287
Si 24.68 12.6647 12.752 0.0112 0.1512 0.0935
Si 8.6724 16.272 17.0714 0.0911 -0.0011 0.1926
Si 3.4683 14.4083 27.522 -0.2844 0.3642 0.176
Si -5.5966 11.2615 16.8738 0.0466 -0.1077 -0.0935
Si 11.7809 4.3994 28.7324 0.1546 -0.0407 -0.061
Si 12.0008 5.5925 23.03 -0.0859 0.1173 0.1611
Si 28.9606 8.4407 15.6565 0.0357 -0.0343 0.0524
Si 11.4923 16.3183 12.5793 0.0823 -0.0765 -0.1164
Si 30.682 -0.7884 21.6962 -0.2058 -0.2581 0.1494
Si 14.0708 5.0955 28.913 0.0549 -0.2585 -0.109
Si 10.9299 28.4172 18.4766 -0.0031 0.0046 -0.084
Si 22.6583 10.0558 14.9116 -0.0555 -0.0236 -0.0756
Si -4.2073 -5.5538 29.2056 -0.0839 -0.0892 0.2244
Si 9.421 -8.2384 10.5944 0.0274 0.0153 0.0188
Si 20.1032 8.5695 14.0046 -0.1632 -0.0631 -0.2051
Si 7.7939 9.4216 10.5041 0.0474 0.0102 -0.0089
Si 16.6462 4.8401 23.1577 -0.0039 0.187 -0.0444
Si 11.1553 0.7775 29.5224 -0.0319 -0.0255 -0.0255
Si 13.0706 13.854 21.8533 -0.1021 0.1437 -0.0415
Si -2.6537 22.6714 16.598 0.1343 0.0668 -0.0196
Si 10.016 8.9109 26.6226 0.0094 -0.0039 -0.1078
Si -3.4266 12.2203 22.7265 -0.0798 0.2379 0.0559
Si 3.1216 19.1992 14.3137 -0.0468 -0.0818 0.09
Si 0.7995 2.0332 27.0664 -0.125 0.0507 0.0466
Si 3.5925 15.0135 10.6471 -0.1957 0.1585 0.1691
O 5.4621 33.1276 18.41 0.0163 -0.0108 0.1128
O -6.9269 14.6594 21.9934 -0.0407 -0.0672 -0.1108
O 9.2836 1.4027 18.0672 -0.0532 -0.0922 -0.0299
O -8.1511 10.8249 28.0583 0.015 -0.0553 -0.0232
O 7.6049 10.8556 16.8152 0.0121 -0.0455 0.0477
O 1.0997 25.9663 22.9872 0.0208 -0.1599 -0.0648
O -9.1596 -2.3728 15.777 0.0537 -0.0635 0.0275
O -5.3395 -29.4586 14.9838 -0.0802 0.0591 -0.001
O 28.4497 33.1622 29.8947 0.0051 -0.0778 0.0867
O -0.0567 13.6434 18.3255 -0.0568 0.0155 0.0258
O 15.0947 -5.3038 16.6464 0.0225 0.0229 -0.0903
O 8.5599 23.8199 15.5064 -0.0579 -0.0704 0.0952
O 1.6979 25.9687 15.3104 -0.0076 0.0458 0.0061
O 32.9124 33.4013 28.7561 0.0491 -0.0587 0.0181
O 30.4067 0.2519 28.1991 -0.0364 0.0651 -0.1541
O 22.489 13.9431 14.8325 -0.2389 -0.0143 -0.1475
O 12.0151 -9.2999 21.9495 -0.0508 -0.035 0.043
O 46.8243 -5.621 18.4651 -0.0814 0.1125 0.0213
O 4.3981 19.9243 26.2941 0.0706 0.0557 0.0305
O 13.925 2.5283 26.7887 0.0052 -0.0258 0.0283
O 8.3476 -4.3263 28.6905 0.0649 0.0687 -0.059
O -2.6014 -0.7186 26.5591 -0.0509 0.1143 0.0177
O 53.6743 -13.2754 22.3966 0.0666 0.2775 -0.2414
O 9.3895 14.8262 17.2535 0.0128 -0.0261 -0.0093
O 3.4379 7.4853 18.6833 -0.0155 0.0523 -0.0384
O 9.8319 -4.4897 17.2541 0.0196 0.0031 -0.0581
O -1.9981 7.5441 25.833 -0.002 -0.0656 0.0146
O 13.7953 -0.6239 25.772 0.1169 0.0296 0.0146
O 11.4059 -1.4878 26.002 0.0194 0.0404 -0.0277
O -3.0603 14.8024 13.7182 0.03 0.0324 0.0587
O -13.157 40.038 30.5296 -0.0222 0.0844 0.1107
O -2.9619 23.9688 26.7814 -0.0452 0.0157 -0.0586
O 17.0231 21.2968 24.355 0.0683 0.0781 -0.0222
O 40.9311 10.6349 20.9406 0.116 -0.0157 0.0035
O 12.9774 21.1222 17.6208 0.0643 0.0204 -0.0112
O 21.7844 19.0123 21.2553 -0.0236 0.1774 -0.0347
O -17.7514 -47.259 16.9183 0.0287 0.0713 -0.0846
O -30.0668 8.0715 14.4326 -0.0545 -0.0164 -0.1048
O 6.8699 3.9458 20.1412 0.0402 -0.0427 0.0912
O 13.9538 14.5851 17.9278 -0.0154 -0.0393 0.0348
O 34.0834 5.7369 24.2214 0.0701 -0.0753 -0.0784
O 9.7203 0.9883 23.2513 -0.0702 0.0997 0.004
O 21.8797 0.0771 16.0135 -0.0559 -0.0351 0.1016
O -2.0847 14.302 19.8542 0.0319 -0.0718 0.0183
O -2.78 16.4638 21.1067 0.0075 -0.0477 0.0317
O 22.4698 16.6923 28.4908 -0.0831 -0.0126 0.0307
O 35.5034 11.8852 28.3098 -0.0428 -0.1038 0.016
O 3.6029 -46.285 23.8098 0.007 0.0222 0.0001
O -11.5127 -3.0202 18.0357 -0.0017 0.0299 -0.0157
O -6.6343 12.9674 25.2748 0.0277 -0.0341 -0.1033
O 0.252 -9.714 25.7555 0.0203 -0.0518 0.0009
O 21.574 8.8013 14.7525 0.1218 0.2365 0.0957
O -28.6347 14.2914 17.6533 -0.0076 -0.0507 -0.0487
O 27.5466 -6.6728 26.389 0.1923 -0.1034 -0.1848
O -3.3528 2.8251 22.0408 -0.0295 -0.2332 0.1586
O 35.2388 21.511 23.6878 -0.0928 0.0638 -0.1977
O -12.9661 19.3369 28.1672 0.0239 0.0282 0.0881
O 2.34 8.4159 27.7493 0.1205 -0.0565 0.0341
O 27.149 -1.1765 19.9917 0.0626 0.0952 -0.023
O 16.9623 -0.9469 16.0501 -0.0346 0.0392 0.054
O 17.4894 6.0504 29.0288 -0.1014 0.0926 -0.0115
O 18.4848 3.8296 25.6948 0.0642 -0.0496 -0.0349
O 1.3474 -18.2471 20.3769 0.0525 -0.0431 0.1257
O 8.6821 -22.7639 20.5939 -0.1108 -0.0453 -0.1357
O 52.8879 5.5015 13.4012 0.0156 -0.0189 0.0745
O 27.5534 2.408 28.4287 0.1039 -0.1437 0.0406
O 53.4047 23.3487 23.8601 0.1949 0.0427 -0.126
O -3.8669 -6.8145 28.2027 -0.0537 -0.0631 -0.0669

Results
free energy: -176908.069 eV
free energy less fixed offsets of O -568.88, Si -635.61 eV per atom: 8.451 eV

The program warned: the cutoff lies below the one the program advises for these potential files; the forces do not sum to zero within the program's tolerance; the exchange-correlation potential is rough where the density is thin.
